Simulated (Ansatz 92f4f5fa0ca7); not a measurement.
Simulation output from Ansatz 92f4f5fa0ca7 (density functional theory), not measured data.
Periodic cell of 208 atoms, Si128O80, from a study of silicon, its oxide and their interface. The atomic structure is a simulated model.
This geometry differs little from another in the collection (a relaxation step or a small displacement).

Settings: functional r2SCAN; potential files Ansatz PAW; basis plane waves; wave-function cutoff 800 eV; density cutoff ratio 5; exchange-correlation grid ratio 1; k mesh 1 x 1 x 1, shifted by 0.5 0.5 0 of a step; self-consistency stop 1e-10 eV per atom in the density residual; occupations fixed; spin none; net charge 0.

Cell vectors (angstrom)
a 10.88 0 0
b 0 10.88 0
c -4.5251 -1.506 29.9014

Atoms and the computed forces on them: element, x, y, z (angstrom), force x, y, z (eV/angstrom)
Si 1.4358 -1.6066 0.162 -0.0131 0.0068 -0.0696
Si 4.4211 1.1163 0.2246 -0.0097 0.0135 -0.0818
Si 1.0187 4.3666 0.0098 0.0021 -0.0108 -0.0957
Si 3.6834 -3.7895 -0.0654 0.0059 -0.0139 -0.0966
Si -4.2604 -1.0999 0.1441 0.0103 -0.0066 -0.0745
Si -1.5308 1.5971 0.064 0.0148 -0.0087 -0.0762
Si 7.1053 3.7771 0.0535 -0.0145 0.0141 -0.085
Si -1.1572 -4.2246 0.1669 -0.0077 0.01 -0.077
Si 2.6976 -0.0054 1.363 0.0023 -0.0024 0.0033
Si 5.5378 2.7182 1.4564 0.0013 -0.0003 0.0025
Si 2.6938 -5.4431 1.2881 -0.0015 0.0014 0.0054
Si 5.3871 -2.7529 1.2577 -0.0028 0.0007 0.0028
Si -2.6765 0.0321 1.4158 -0.0006 0.0017 0.0047
Si -0.0112 2.7662 1.3841 0.0002 0.0017 0.0045
Si 8.16 5.411 1.3791 0.0008 -0.0013 0.0055
Si -0.009 -2.7513 1.5526 -0.0006 -0.001 0.0019
Si 1.3646 1.3866 2.7014 -0.0005 -0.0002 -0.0012
Si 4.0829 4.105 2.6696 -0.0015 0.001 -0.0028
Si 1.3883 -4.1442 2.8044 0.002 -0.0011 0
Si 4.0682 -1.3972 2.717 -0.0004 0.0004 0.0015
Si 6.8607 1.3569 2.8326 0 -0.0008 -0.0002
Si 9.5229 4.0904 2.7911 -0.0005 0 -0.0015
Si 6.7531 6.7939 2.657 0.0002 0.0008 -0.0024
Si -1.3697 -1.3354 2.7852 -0.0009 0.0011 -0.0014
Si 0.0117 0.0317 4.088 0.0006 0.0004 0.0006
Si 2.7307 2.74 4.0503 0.0002 -0.0003 0.0005
Si 0.0079 5.4195 4.1512 -0.0001 0.0005 -0.0004
Si 2.7396 -2.7414 4.1123 0.0001 0.0006 0.0014
Si 5.438 -0.031 4.0911 -0.0005 -0.0001 -0.0005
Si 8.1929 2.7295 4.1614 -0.0003 -0.0001 -0.0007
Si 5.4247 5.4534 4.056 0.0001 -0.0001 0.0002
Si 8.1163 -2.728 4.0572 -0.0004 -0.0008 -0.0002
Si 1.4045 -1.3655 10.9091 0 -0.0004 0.0003
Si 4.1025 1.348 10.9173 0.0009 0 -0.0001
Si 1.3696 4.0971 10.7939 0.0004 0.0003 0.0003
Si 4.0703 -4.0562 10.841 -0.0009 0.0011 -0.001
Si 6.7545 -1.3455 10.7819 -0.0012 0.0021 -0.0002
Si -1.3832 1.3764 10.8387 -0.0004 0.0009 0.0002
Si 6.8147 4.0379 10.9149 0.0007 -0.0003 -0.0001
Si -1.3395 6.7817 10.875 0.0007 -0.0003 0.0007
Si 2.7679 -0.0116 12.3066 0.0012 0.0013 -0.0014
Si 5.4541 2.6875 12.3139 -0.0019 -0.0002 -0.0021
Si 2.6936 5.4627 12.1628 0.0001 -0.0008 0.0006
Si 5.4381 -2.6847 12.1764 0.0013 -0.0001 -0.0005
Si -2.8309 0.0344 12.1265 0.0001 -0.0026 -0.0013
Si 0.0285 2.7422 12.1359 -0.0003 0.0017 -0.0001
Si 8.1933 5.4089 12.2387 0.0003 0.0014 -0.0025
Si 0.0347 -2.7458 12.2229 -0.0018 -0.0001 -0.0031
Si 1.3652 1.4127 13.5451 0.0017 -0.0022 0.0072
Si 4.0573 4.1303 13.5338 0.0019 0.0002 0.0032
Si 1.3776 -4.1015 13.6248 -0.0012 0.0012 0.0026
Si 4.1558 -1.368 13.6834 -0.0029 0.0007 0.006
Si -4.0918 1.3059 13.7128 -0.0008 0.004 0.0045
Si -1.2748 4.0696 13.5695 -0.0022 0.0012 0.0059
Si 6.7999 -4.0727 13.4969 0.0007 -0.001 0.0062
Si -1.4363 -1.3431 13.3571 0.0012 0.0002 -0.0008
Si -0.3083 0.2048 14.6374 -0.0092 0.0167 -0.0541
Si 2.5053 3.006 14.861 -0.0187 0.0146 -0.0814
Si 0.2679 -5.686 14.9817 0.0094 -0.0081 -0.0756
Si 3.011 -3.003 14.9084 0.0132 -0.0126 -0.0724
Si 5.7919 -0.3787 15.1193 0.0161 -0.0077 -0.1013
Si -2.3902 2.4609 14.8392 0.0103 -0.0156 -0.0687
Si 5.23 5.6926 14.8255 -0.0128 0.0125 -0.0683
Si -2.8409 -2.5594 14.7678 -0.0139 0.0112 -0.0659
Si -1.5777 5.0816 -4.1997 0.017 -0.0046 -0.1922
Si -1.2202 3.3383 20.5038 -0.0053 -0.0046 -0.1984
Si 6.822 2.4717 19.3066 -0.0136 -0.0008 -0.1923
Si 2.5721 -4.6519 19.8844 -0.0186 0.0115 -0.1751
Si 1.8608 3.4027 19.5708 -0.0034 -0.0266 -0.1732
Si 2.1574 2.2962 -4.7393 0.0136 -0.0043 -0.1713
Si 4.1122 -2.1005 20.2133 0.0044 0.0239 -0.2044
Si 5.2972 0.1579 18.2732 -0.0045 0.0151 -0.1986
Si 3.284 1.1835 -2.4695 0.007 -0.016 -0.1836
Si 1.1099 4.4248 -2.9972 -0.0212 0.0099 -0.1768
Si 3.6719 -2.8608 -5.5969 -0.0054 -0.0127 -0.1867
Si 2.8612 1.5485 17.4827 0.0126 -0.027 -0.1852
Si 4.8554 -0.3896 -4.4411 0.0243 0.004 -0.17
Si 7.8906 -2.8948 -1.9751 -0.0086 -0.0086 -0.1817
Si 1.4053 -1.1864 16.8015 0.0049 -0.0013 -0.1662
Si 1.3492 -1.5913 21.4267 -0.0128 -0.0283 -0.2037
Si 0.1804 -2.8078 19.1039 -0.0447 0.0038 -0.2026
Si 6.1963 -2.8261 -7.1052 0.0217 0.0154 -0.2016
Si 4.3472 2.6764 21.3639 0.0028 0.0009 -0.2137
Si 3.7078 3.7632 -6.7452 0.0235 0.0315 -0.1748
Si 3.8133 -4.7791 -3.1088 -0.0155 0.0206 -0.2
Si 0.0904 0.2471 -5.0257 -0.0237 -0.0015 -0.1853
Si 5.8683 1.9355 -6.2345 0.0121 0.0092 -0.1702
Si 6.5505 5.3895 -2.5681 0.0178 0.0119 -0.1696
Si -1.9728 2.4954 -6.0173 -0.0323 0.0004 -0.1801
Si -1.5694 -4.314 17.1159 -0.0045 -0.006 -0.1677
Si 7.5706 -1.954 -4.788 -0.0138 0.0111 -0.2055
Si -0.9088 -4.4885 -6.7728 -0.0064 -0.0195 -0.1755
Si 0.2913 0.1217 -2.0363 0.0196 0.0066 -0.1809
Si -1.1828 -1.4144 -6.8772 -0.0198 0.0023 -0.1969
Si 2.1504 -4.6554 -7.0874 0.0069 -0.0212 -0.1695
Si 7.1365 4.3437 16.9877 0.0107 0.018 -0.1708
Si 1.361 -1.3531 5.4228 0 0.0005 0.0007
Si 4.0767 1.3658 5.4136 -0.0001 0.0007 0.0006
Si 1.3806 4.0557 5.4729 -0.0002 -0.0002 -0.0003
Si 4.0975 6.79 5.4661 0.0001 0.0001 -0.0005
Si 6.7942 -1.3826 5.4597 0.0005 -0.0003 0
Si -1.3301 1.3583 5.4888 0.0001 0.0002 0.0002
Si 6.7867 4.1027 5.4326 0 0.0003 0.0009
Si 9.4982 -4.0652 5.4311 -0.0004 0.0004 0.0009
Si 2.7098 0.0103 6.7742 0.0001 -0.0001 -0.0001
Si 5.4382 2.7267 6.775 -0.0001 0.0002 -0.0003
Si 2.7367 5.4292 6.8194 -0.0003 0.0002 0.0004
Si 5.4492 -2.7358 6.8291 -0.0006 0.0003 -0.0001
Si -2.7102 -0.0161 6.8095 -0.0005 0.0001 0.0001
Si 0.0259 2.7061 6.8416 -0.0001 0.0003 -0.0001
Si 8.1474 -5.4264 6.7895 0.0002 0.0003 -0.0002
Si -0.0091 -2.704 6.7764 -0.0003 0.0001 -0.0005
Si 1.3796 1.3418 8.1884 0.0002 0.0002 0.0006
Si 4.1042 4.0683 8.1715 0.0004 0.0002 0.0003
Si 1.3536 6.8156 8.1276 0.0002 0.0006 0.0006
Si 4.0627 -1.3471 8.1215 -0.0004 0.0004 0.0002
Si 6.7936 1.3662 8.1274 -0.0004 0.0003 0.0005
Si -1.3697 4.0896 8.1312 -0.0005 0.0001 0.0005
Si 6.811 -4.0946 8.1862 0.0001 0.0001 0.0003
Si -1.3421 -1.3659 8.1719 0.0003 0.0001 0.0002
Si 0.0151 -0.0145 9.5499 0 0.0003 0.0004
Si 2.7557 2.7019 9.5264 0 0.0006 -0.0001
Si -0.0081 5.4515 9.4693 -0.0001 0.0001 0.0004
Si 2.7161 -2.702 9.4847 -0.0002 -0.0008 0.0002
Si 5.4061 0.021 9.4668 0 0.0001 0.0002
Si 8.1505 2.729 9.4831 0 -0.0003 0.0005
Si 5.4571 5.4201 9.5524 -0.0002 0.0004 0.0008
Si 8.1768 -2.7269 9.5215 0.0003 0.0006 0.0001
O -0.7959 1.0615 -1.2978 -0.0378 0.0265 0.0917
O -0.031 -5.3006 -0.3105 -0.0038 0.0052 0.0462
O 2.3533 -2.3827 16.2702 -0.0318 0.0325 0.0854
O -1.9426 -5.362 -7.6407 0.0251 0.0438 0.098
O -2.6656 2.6707 -0.4375 0.0012 -0.0033 0.0384
O 3.9188 1.8341 -1.1508 0.0251 0.0015 0.1136
O 5.5038 0.0049 -0.2922 0.0032 -0.0024 0.0424
O 4.1293 -4.1061 15.3957 -0.0022 0.0024 0.0356
O -2.1226 -3.227 16.0597 0.0258 -0.0328 0.0876
O -0.3326 -5.0808 16.3821 -0.0278 0.026 0.0882
O 5.0816 0.9971 -5.2087 -0.0309 -0.0451 0.0926
O -1.2936 -4.5615 -5.2096 -0.0175 -0.0271 0.1236
O 3.9827 -4.3616 -1.5579 -0.0032 0.0268 0.1428
O 6.4701 4.3664 -1.3258 0.013 -0.0411 0.1123
O 3.8385 -3.5349 -4.143 0.0051 -0.0499 0.1244
O 0.5192 -1.1975 -1.1365 0.019 -0.0309 0.0858
O 2.2742 0.1322 17.0223 0.0068 0.0284 0.056
O -1.1229 -3.5427 18.4723 0.0421 0.0329 0.1006
O 7.9535 3.2158 16.1704 -0.0275 0.0332 0.0916
O 5.7025 2.6672 20.4592 -0.0643 0.0123 0.1194
O 0.1605 -0.9335 -6.129 0.0238 0.0282 0.0866
O 7.3963 1.9974 -5.755 0.0088 -0.0017 0.057
O 2.5778 -2.6308 -0.3851 -0.0022 0.0057 0.0405
O 6.9649 -1.4838 15.3444 -0.006 0.0067 0.0402
O 3.8588 -3.6542 19.7236 0.0027 0.0082 0.0635
O -0.8843 2.1671 21.5553 0.0068 -0.0263 0.1274
O 4.1095 1.2498 18.4548 0.0103 0.0006 0.0659
O -0.3597 5.1017 -3.1283 0.0356 -0.0062 0.0761
O 5.3445 -0.0998 16.6652 -0.0147 0.0144 0.1482
O 5.6747 1.3223 -7.7323 -0.0021 0.0461 0.1098
O -1.3188 1.3074 15.3259 -0.0017 0.0019 0.0346
O 1.0369 3.2925 -4.1577 -0.0108 0.0311 0.0819
O 7.3526 -1.5737 -1.2363 -0.0234 0.032 0.0919
O 2.2592 -4.9849 21.4488 -0.024 0.0107 0.1421
O 2.6805 2.6698 -6.197 -0.0374 -0.0357 0.0983
O 2.2702 -3.2338 -6.323 0.0196 0.0283 0.0732
O 5.9746 5.0078 16.0924 0.0343 -0.0286 0.0845
O 5.2049 3.4204 -6.2417 0.0016 -0.0089 0.0583
O -1.8248 4.6488 21.2752 -0.026 0.0266 0.1154
O -2.4681 2.7548 19.6119 0.0565 0.0162 0.0873
O -1.6203 3.7631 -5.1131 0.0119 0.0493 0.0973
O 1.7459 0.8163 -2.138 -0.0207 -0.0118 0.0671
O -1.7278 -3.5193 -1.1931 0.0327 -0.0227 0.0894
O 4.9386 -1.198 19.121 -0.0295 -0.0575 0.1063
O -1.8901 2.8704 -7.5945 0.0022 -0.0414 0.1264
O -1.044 -2.9643 -7.2705 0.0015 -0.0004 0.0604
O 0.2574 -0.8369 15.7408 0.0382 -0.0233 0.0814
O -0.2896 -0.2186 -3.516 0.0076 -0.0043 0.142
O 4.7342 -3.3656 -6.7319 -0.0362 0.0039 0.0864
O -2.5496 -2.5206 -3.4883 0.0109 -0.0284 0.1372
O 2.6536 4.7793 19.1733 -0.0002 0.0102 0.0625
O 3.2896 2.3522 16.1382 0.0043 -0.0349 0.1157
O 7.873 5.1505 -3.4631 -0.0593 0.0095 0.0925
O 6.1722 -1.2168 -7.3534 0.0045 -0.0387 0.0996
O 3.863 -1.2847 -5.358 0.0049 0.0224 0.0687
O 6.4181 3.5871 18.2021 -0.0075 -0.0499 0.1183
O 6.6837 -3.972 -2.006 0.0045 0.014 0.0615
O 0.6533 -1.6273 18.128 -0.0158 -0.0333 0.113
O 3.1228 5.1969 -6.2651 0.0054 -0.0076 0.0753
O -2.7187 -5.3869 17.4898 0.0009 -0.003 0.0611
O 3.3217 2.3154 -3.6215 0.0116 -0.0154 0.0935
O 5.1664 5.2351 -3.4113 0.0154 -0.0006 0.0667
O 4.1387 -0.0898 -3.0181 -0.0352 0.0273 0.1002
O 1.5856 0.8156 -4.9324 0.0077 0.0062 0.0598
O 7.0793 -3.1448 -5.7865 0.0243 0.0082 0.108
O 0.0504 -2.0839 20.5569 0.0313 0.031 0.12
O 1.3925 4.0805 15.4191 0.0042 -0.003 0.0416
O 6.2869 -1.1226 -4.2558 -0.0038 0.0014 0.0623
O 1.3078 -3.9384 19.2035 0.0431 -0.0238 0.0761
O 6.6469 0.9271 18.7679 0.0154 0.0258 0.0701
O -2.3255 -1.1016 -5.7521 -0.0267 -0.0065 0.0955
O 2.6355 -1.4524 20.4318 -0.0234 -0.0002 0.0836
O 1.3467 3.8164 -1.5085 0.0019 -0.0041 0.137
O 2.858 2.6992 20.6665 0.0462 -0.0114 0.094
O 0.5897 -5.0616 -7.0419 -0.0105 0.0064 0.057
O -0.9254 1.3515 -5.62 0.0337 -0.0238 0.0681
O 0.2629 3.6878 19.879 -0.0399 -0.0028 0.0682
O 1.7846 2.4208 18.288 -0.0239 0.0472 0.1095
O 4.8892 -2.1209 21.6367 0.0363 -0.027 0.1468
O 2.3787 5.3821 -3.318 0.0001 -0.0047 0.0641

Results
free energy: -127503.375 eV
free energy less fixed offsets of O -570.45, Si -639.56 eV per atom: -3.695 eV

The program warned: the cutoff lies below the one the program advises for these potential files; the forces do not sum to zero within the program's tolerance; empty levels may hold ghost states of the PAW files; the exchange-correlation potential is rough where the density is thin.
